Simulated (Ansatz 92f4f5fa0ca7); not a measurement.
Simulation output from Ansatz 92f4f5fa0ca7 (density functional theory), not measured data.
Periodic cell of 237 atoms, Si146O90B1, from a study of silicon, its oxide and their interface. The atomic structure is a simulated model.
Doubt: the cutoff is far below the 930 eV that the study's wrapper takes by default for these files, so forces and energies are approximate.
This geometry differs little from another in the collection (a relaxation step or a small displacement).

Settings: functional PBE; potential files Ansatz PAW; basis plane waves; wave-function cutoff 580 eV; density cutoff ratio 5; exchange-correlation grid ratio 1; k mesh 1 x 1 x 1, Gamma-centred; self-consistency stop 5e-08 eV per atom in the density residual; occupations fixed; spin none; net charge -1 e, with a uniform compensating background and no finite-size correction.

Cell vectors (angstrom)
a	11.6015	0	0
b	0	10.938	0
c	0	0	32.0622

Atoms: element, x, y, z (angstrom)
Si	-0.1865	-0.1006	23.2707
Si	3.6843	0.2692	23.1154
Si	7.4565	-0.1338	23.4252
Si	1.6749	1.4006	23.4294
Si	5.7214	1.4855	23.2818
Si	9.4236	1.1602	23.3143
Si	0.1545	5.4038	23.4349
Si	4.3459	5.4857	23.426
Si	7.8416	5.6166	23.7046
Si	2.2467	6.6072	23.3374
B	6.0821	6.6761	23.5079
Si	9.8693	6.8322	23.6872
Si	1.9225	2.727	25.371
Si	5.8168	2.6964	25.331
Si	9.6609	2.6313	25.2363
Si	11.5919	4.0387	25.3485
Si	3.9155	4.0584	25.2958
Si	7.7771	4.0189	25.4065
Si	1.9977	8.1725	25.155
Si	5.82	8.0015	25.121
Si	9.7207	8.2713	25.4915
Si	11.6545	9.5584	25.2772
Si	3.933	9.5467	25.0088
Si	7.6667	9.4636	25.362
Si	11.6748	-0.0105	27.2124
Si	3.9165	-0.078	27.0706
Si	7.7589	-0.049	27.2403
Si	2.0111	1.3241	27.2492
Si	5.8304	1.2987	27.2146
Si	9.7079	1.3023	27.1919
Si	11.5945	5.4748	27.2257
Si	3.8581	5.4389	27.2163
Si	7.7224	5.4519	27.2792
Si	1.945	6.8318	27.1419
Si	5.7771	6.8083	27.1768
Si	9.6578	6.8175	27.3309
Si	1.9637	2.7162	29.1687
Si	5.8065	2.7151	29.1254
Si	9.6881	2.7159	29.1195
Si	0.0251	4.0854	29.14
Si	3.879	4.0935	29.1599
Si	7.7446	4.0806	29.189
Si	1.9501	8.1805	29.1013
Si	5.8094	8.1756	29.1172
Si	9.6844	8.1977	29.2336
Si	0.025	9.5537	29.1501
Si	3.8828	9.5494	29.0715
Si	7.7435	9.5447	29.1806
Si	0.014	-0.0004	31.0861
Si	3.8729	-0.0048	31.0333
Si	7.7383	0.005	31.0914
Si	1.9444	1.3664	31.1043
Si	5.8039	1.3666	31.0612
Si	9.6782	1.3611	31.0714
Si	0.0216	5.4598	31.0754
Si	3.8852	5.4722	31.0885
Si	7.7517	5.4632	31.1198
Si	1.9511	6.8333	31.0529
Si	5.8173	6.8342	31.0726
Si	9.6912	6.824	31.1495
Si	1.9449	2.7496	0.9768
Si	5.8068	2.7458	0.926
Si	9.6759	2.7333	0.9527
Si	-0.0003	4.1056	0.9466
Si	3.8788	4.1181	0.9694
Si	7.7487	4.1104	0.9961
Si	1.9417	8.2121	0.927
Si	5.8088	8.2243	0.9348
Si	9.6796	8.2199	1.0076
Si	0.0104	9.5897	0.9769
Si	3.871	9.5891	0.9349
Si	7.748	9.5805	0.9676
Si	11.6216	0.0353	2.9166
Si	3.8667	0.0228	2.8932
Si	7.7516	0.0215	2.892
Si	1.9462	1.4046	2.9221
Si	5.8229	1.367	2.8326
Si	9.6712	1.3865	2.9066
Si	11.5761	5.5032	2.8562
Si	3.8887	5.5003	2.9018
Si	7.746	5.5145	2.9217
Si	1.9239	6.8263	2.8466
Si	5.8201	6.8667	2.8675
Si	9.6708	6.9011	2.9718
Si	1.9217	2.8372	4.8217
Si	5.8452	2.7211	4.7479
Si	9.604	2.7973	4.8203
Si	11.5479	4.1368	4.7687
Si	3.9296	4.0997	4.8146
Si	7.7232	4.2069	4.8883
Si	1.8994	8.1523	4.79
Si	5.8177	8.2629	4.7731
Si	9.6735	8.324	4.9107
Si	11.6445	9.6585	4.8864
Si	3.8283	9.4927	4.7707
Si	7.7329	9.6777	4.8817
Si	11.6051	0.2374	6.7755
Si	3.7577	-0.0493	6.6383
Si	7.7197	0.0454	6.9093
Si	2.0594	1.5144	6.7609
Si	5.7224	1.2725	6.6259
Si	9.649	1.5214	6.8165
Si	11.5361	5.5029	6.6836
Si	3.9958	5.4298	6.7783
Si	7.7472	5.6758	6.8306
Si	1.989	6.6424	6.6355
Si	5.8209	6.98	6.7332
Si	9.7652	7.0448	6.9117
O	10.0065	7.9733	8.3075
O	7.6687	9.9255	8.2294
O	7.4002	4.7651	8.1876
O	3.3625	10.3338	8.1842
O	2.0502	7.5413	8.0209
O	4.0232	4.5845	8.2386
O	9.7723	2.4613	8.2024
O	2.6382	2.3335	8.1322
O	11.4052	4.5741	8.0567
O	5.3842	2.352	7.8413
O	5.8182	7.9766	8.0826
O	11.3075	10.3306	8.1635
O	11.3725	9.9351	21.8402
O	3.3375	10.9771	21.4712
O	6.3279	7.2797	22.2054
O	4.3425	4.5788	21.9914
O	7.2797	9.807	22.0927
O	9.8762	7.7983	22.3243
O	1.6254	2.4625	22.1478
O	5.9639	2.4772	21.9457
O	8.2649	4.8119	22.2879
O	-0.1174	4.4812	22.053
O	2.4582	7.3679	21.8652
O	9.1727	1.9107	21.8533
Si	1.9261	7.7831	9.5989
Si	5.1014	0.5213	17.7551
Si	2.5027	5.434	14.0077
Si	10.5534	3.8952	14.022
Si	8.2625	2.4058	15.2264
Si	9.6172	2.3491	20.358
Si	10.5176	3.6515	9.0528
Si	0.0302	2.3288	11.5543
Si	11.0709	8.1415	15.4049
Si	5.1658	6.9236	14.0491
Si	5.786	2.6153	11.1212
Si	8.4915	7.7771	19.4194
Si	8.0929	4.9313	20.6865
Si	5.977	9.6031	15.2164
Si	1.893	7.6219	20.3644
Si	1.9399	4.9503	18.8041
Si	4.4561	3.3658	18.112
Si	8.571	8.9945	16.8368
Si	0.8547	9.4934	13.298
Si	9.9239	10.6568	11.7316
Si	5.3699	3.7259	21.053
Si	0.6019	5.4897	16.2615
Si	10.7911	9.1539	9.1467
Si	6.4126	8.6313	21.3486
Si	7.1205	7.1145	11.5166
Si	2.6798	0.7446	12.1945
Si	10.7104	8.5836	21.177
Si	5.9799	4.2693	15.688
Si	7.0853	0.4751	12.9676
Si	4.0822	2.9812	8.5974
Si	0.8877	6.7631	11.8933
Si	6.5628	9.0466	9.0739
Si	0.6868	3.3539	21.1781
Si	9.8118	6.5613	12.8922
Si	7.7398	4.5486	9.762
Si	3.7745	9.9502	20.2761
Si	4.2796	3.0352	13.5197
Si	3.8494	10.0164	9.7125
Si	8.1178	0.8645	18.0266
O	11.5031	3.2742	12.8641
O	9.3658	4.4833	9.8749
O	8.9706	3.7746	19.9611
O	4.3105	-0.3131	18.8966
O	11.3146	4.526	15.3074
O	9.8725	9.7891	10.3415
O	3.776	1.542	13.1047
O	0.7023	9.0584	14.8609
O	6.5341	1.0399	18.3695
O	4.6694	3.1198	19.7075
O	6.2691	1.1623	11.7201
O	0.5586	8.6356	9.8557
O	5.6309	4.1813	17.2833
O	8.4631	7.2704	12.3971
O	4.4336	2.6671	10.1705
O	2.0894	5.5711	15.5735
O	3.3626	0.0806	10.8819
O	5.9142	7.169	12.6109
O	2.2967	6.4688	19.2804
O	0.6674	4.9167	17.7759
O	8.4295	10.6872	12.382
O	5.4681	10.0887	9.6737
O	0.2767	7.6815	20.4841
O	9.7299	2.6344	14.6012
O	2.0269	10.6012	13.2132
O	10.0269	9.1243	16.1387
O	6.1447	10.3338	13.7563
O	7.4332	1.5848	14.1009
O	1.6668	4.0651	20.1157
O	5.8117	5.746	14.9973
O	7.4341	9.0283	15.6788
O	1.504	1.6802	11.6091
O	7.1468	8.2915	10.3905
O	4.2474	1.8803	17.4326
O	7.0701	3.1673	10.2924
O	11.5967	6.9928	16.4149
O	8.3832	10.2303	17.8392
O	3.2747	8.5403	10.0999
O	7.5375	3.8402	15.4876
O	3.1463	4.2991	17.9427
O	2.9427	3.9346	13.5994
O	1.3532	8.227	12.4223
O	1.203	5.7142	13.0811
O	5.0506	8.2942	14.9261
O	11.2461	2.4227	20.3315
O	11.0011	10.0126	12.77
O	5.3626	3.5545	12.3986
O	5.0208	3.1511	14.959
O	6.5095	4.7	20.3968
O	8.4459	1.613	16.6214
O	10.4088	1.2508	11.462
O	10.8822	6.65	11.6559
O	2.5157	9.0222	19.8209
O	1.7261	6.4417	10.5241
O	7.0515	8.3601	19.8783
O	8.5031	7.6646	17.7797
O	3.6548	6.502	13.6443
O	9.5669	5.0141	13.344
O	4.8998	9.0735	21.0182
O	10.3461	7.4119	14.1528
O	8.6772	6.2896	20.0235
O	7.113	5.7109	10.7013
O	5.3301	10.5654	16.3819
O	9.0936	1.311	19.2276
O	11.5855	3.149	10.1576
O	9.6547	8.8068	19.953

Results
free energy: -144146.678 eV
free energy less fixed offsets of B -154.04, O -568.88, Si -635.61 eV per atom: 5.622 eV

Forces (eV/angstrom), in the order of the atoms: element, x, y, z
Si	-0.0047	0.0035	0.001
Si	-0.0395	0.0067	-0.014
Si	0.0122	-0.0089	0.0031
Si	0.0241	-0.0193	0.0013
Si	0.0101	0.0069	0.02
Si	-0.0128	-0.0038	0.0082
Si	-0.0252	0.0167	0.0007
Si	0.0285	-0.0194	0.0524
Si	-0.039	-0.036	0.0379
Si	0.0214	-0.0294	0.0064
B	0.0078	0.0024	0.002
Si	-0.0051	0.0065	0.0064
Si	0.0102	-0.0021	0.0086
Si	0.0063	-0.0047	-0.0046
Si	-0.0164	0.002	0.0074
Si	0.0078	-0.0112	0.0038
Si	-0.0194	0.0236	-0.0339
Si	0.0257	0.0222	-0.0342
Si	-0.0081	0.0034	0.0043
Si	-0.0082	0.0008	0.0215
Si	0.007	-0.0016	-0.0092
Si	0.0024	0.0112	0.0066
Si	0.0235	-0.004	0.0088
Si	-0.0121	0.0076	0.004
Si	-0.0021	0.0043	-0.0039
Si	-0.0147	0.0073	-0.0106
Si	0.0119	-0.0001	-0.0067
Si	0.0015	-0.0053	-0.0012
Si	-0.0053	-0.0053	-0.0025
Si	0.005	-0.0026	-0.0095
Si	-0.0002	0.0034	0.0008
Si	-0.0022	-0.0045	0.015
Si	0.0023	-0.0074	0.0153
Si	0	-0.0076	-0.0012
Si	0.0046	0.0208	-0.0177
Si	-0.0056	-0.0041	0.0037
Si	-0.003	0.0007	-0.0061
Si	-0.0002	0.0033	0.0018
Si	-0.0038	0	-0.0011
Si	0.0026	-0.0035	0.0049
Si	-0.0022	0.0075	0.0015
Si	0.0063	0.0089	-0.0017
Si	0.0001	0.0059	0.0054
Si	0.001	-0.0123	0.0007
Si	0.003	-0.0016	0.0007
Si	0.0008	0.0017	-0.0034
Si	0.0014	-0.0021	0.0046
Si	-0.007	0.001	-0.0027
Si	-0.0001	-0.0039	0.0002
Si	-0.0026	-0.0024	-0.0006
Si	0.0025	-0.0026	0.0008
Si	-0.0005	0.0028	0.0006
Si	-0.0027	0.0007	0.0016
Si	0.0013	0.0054	-0.0001
Si	-0.0007	0.0018	-0.0013
Si	0.0018	-0.0055	0.0002
Si	-0.0027	-0.0043	0.0008
Si	-0.0004	-0.002	-0.002
Si	-0.0006	0.0058	-0.002
Si	-0.0017	0.0004	0.0002
Si	-0.0015	0	-0.0025
Si	0.0014	0.0006	0.0025
Si	-0.0016	-0.0023	-0.0017
Si	0.0024	0.0005	0.0026
Si	-0.0022	0.0052	-0.0013
Si	-0.0009	0.0027	-0.0005
Si	-0.0011	-0.0006	0.0034
Si	-0.0012	-0.0061	0.002
Si	0.001	-0.0029	-0.0001
Si	0.0005	0.0008	-0.0024
Si	0.001	0.0001	-0.0012
Si	-0.0024	0.0016	0.0006
Si	0.0003	-0.0006	0.0008
Si	-0.0002	-0.0006	0.0004
Si	-0.0004	-0.0014	-0.0006
Si	-0.0001	0.0006	-0.0005
Si	0.0002	0.0021	-0.0017
Si	-0.0002	0.0011	-0.0006
Si	0.0008	-0.0002	-0.0018
Si	-0.0005	-0.002	-0.0015
Si	-0.0012	-0.001	0.0001
Si	-0.0002	-0.0008	-0.0027
Si	0.0004	0.0035	-0.0021
Si	-0.0002	-0.0003	-0.0019
Si	-0.0008	-0.0034	0.0014
Si	-0.0001	-0.0025	0.0006
Si	0.0014	-0.0044	0.0045
Si	0.0001	0.0033	0.0012
Si	0.0021	0.0056	0.0025
Si	0.0024	0.004	-0.0003
Si	0.0006	-0.0029	0.0014
Si	0.0003	-0.0047	0.0016
Si	-0.0009	-0.0032	0.0041
Si	0.0007	0.0021	-0.0002
Si	0.0002	0.0037	0.0019
Si	0.0013	0.003	0.0017
Si	-0.0008	0.0033	0.0009
Si	-0.0008	0.0031	-0.0019
Si	0.0051	0.0048	-0.0017
Si	0.0003	-0.0039	-0.0011
Si	-0.0012	-0.0072	0.0032
Si	-0.001	-0.0031	-0.0037
Si	-0.0014	0.0044	0.0005
Si	-0.0012	-0.0005	-0.0037
Si	0.001	0.0028	-0.0022
Si	0.0003	-0.003	0.0001
Si	0.0001	-0.0023	-0.0003
Si	0.0001	-0.002	-0.0038
O	0.0016	0.0037	0.0002
O	-0.0018	-0.0017	-0.001
O	0.0005	-0.0025	0.0019
O	0.0008	-0.0011	0.0003
O	-0.0003	0.0014	0
O	0.0011	-0.0043	0.0006
O	0.0015	0.0022	-0.0001
O	0.0004	0.0004	-0.004
O	0.0003	-0.0028	-0.001
O	-0.0008	0.0005	-0.0039
O	0.0008	0.0033	0.0003
O	0.0008	-0.0026	-0.001
O	0.0089	0.0002	-0.001
O	0.0228	0.0086	0.0178
O	0.0063	0.0009	-0.0158
O	-0.0008	-0.0122	-0.0182
O	-0.0159	0.0175	-0.0024
O	-0.009	-0.0117	0.0155
O	-0.0016	0.0038	0.0018
O	0.0011	0.0029	-0.0172
O	0.0079	-0.001	-0.015
O	0.0065	-0.008	-0.0008
O	0.0015	0.0122	-0.0023
O	0.0034	0.0042	-0.0099
Si	-0.0004	0.0004	0.0016
Si	0.0005	-0.0084	-0.0108
Si	0.0002	-0.0008	-0.0036
Si	0.0018	0.0011	-0.0054
Si	0.0017	-0.0041	-0.0085
Si	-0.0034	-0.0007	-0.0074
Si	0.0016	-0.0005	0.0013
Si	0	-0.001	0.0007
Si	0.0016	-0.0019	-0.0082
Si	-0.0013	0.0001	-0.0056
Si	-0.0001	-0.0016	-0.0003
Si	0.0041	-0.0015	-0.0132
Si	0.012	0.003	0.0019
Si	-0.0015	-0.0002	-0.0091
Si	0.0169	-0.0245	-0.0073
Si	-0.0028	0.0025	-0.0107
Si	-0.003	0.0049	-0.0194
Si	0.0011	0.0002	-0.0133
Si	0.0009	0.0016	-0.0034
Si	-0.001	-0.0014	-0.0002
Si	-0.0096	0.0137	0.0006
Si	-0.0013	-0.0033	-0.0074
Si	-0.0014	-0.0013	0.0005
Si	0.0091	0.0053	0.0325
Si	0.0007	-0.0006	-0.0019
Si	-0.0005	-0.0013	-0.0009
Si	-0.0017	0.0108	-0.0061
Si	0.0015	0.0007	-0.0068
Si	0.0003	0.0037	0.0013
Si	-0.0003	0.0056	0.0032
Si	0.0007	-0.0006	-0.0004
Si	0.0003	-0.0005	0.0022
Si	0.0012	0.0057	-0.011
Si	-0.0014	0.0005	-0.0024
Si	-0.0013	0.0003	0.0019
Si	-0.0012	0.0308	-0.0094
Si	-0.0012	0	-0.005
Si	0.0018	0.0013	0.0022
Si	0.004	0.0059	-0.0111
O	-0.0003	-0.0003	0.0004
O	-0.0013	0.0003	-0.0019
O	0.0057	-0.0084	0.0008
O	0.0061	0.0019	0.0043
O	-0.0001	0.0001	0.004
O	-0.0001	0.0016	0.0013
O	0.0005	0.0014	0.0009
O	-0.0006	-0.0007	0.0035
O	0.0056	-0.0029	0.0038
O	0.001	-0.003	0.0108
O	0.0009	-0.0013	0.001
O	0.0008	-0.0005	-0.0017
O	-0.0012	-0.0018	0.0085
O	0.0016	-0.0008	0.001
O	0.0018	-0.0003	0.0013
O	-0.001	0.0006	0.0029
O	-0.0013	0.0006	-0.0002
O	-0.0027	0	0.0026
O	0.0072	-0.0101	0.0035
O	0.0017	0	0.0078
O	-0.0011	0.0004	0.0004
O	-0.0015	0.0002	-0.0012
O	-0.0287	-0.0124	0.0017
O	-0.0066	-0.0033	0.007
O	-0.0009	-0.0009	0.0007
O	-0.0047	0.0023	0.0053
O	0.0008	0.0003	0.0024
O	0.0045	-0.0001	0.0025
O	-0.0011	-0.0037	0.0079
O	0.0009	-0.0018	0.0028
O	0.0029	-0.0014	0.0045
O	0.0001	-0.0001	-0.0011
O	0	-0.0019	0.0001
O	-0.0006	-0.003	0.0033
O	-0.0008	-0.0011	-0.0021
O	-0.0008	0.0011	0.0028
O	-0.0007	0.0052	0.0065
O	-0.0003	-0.001	-0.002
O	-0.0016	0.0012	0.0037
O	0.0026	-0.0003	0.0032
O	0.0008	0.0003	0.0002
O	-0.0004	0.0014	-0.0003
O	0.0007	-0.0006	0.0008
O	0.0004	0.0013	0.0025
O	0.0026	0.0016	0.0016
O	0.0019	-0.0004	0.001
O	-0.0018	0.0002	0.0016
O	0.0003	0.001	0.0033
O	-0.0132	-0.0027	0.0028
O	-0.0074	-0.0046	0.0111
O	0.0003	0.0003	-0.0013
O	-0.0008	0.0006	0.0002
O	-0.0183	0.0456	-0.0173
O	-0.0006	-0.0006	-0.0002
O	0.0093	0.0085	-0.0128
O	-0.0013	-0.0005	0.0082
O	0.0006	0.0006	0.0006
O	0.0002	-0.0008	0.0004
O	-0.0083	-0.0527	-0.0029
O	0.0001	0.0007	0.0036
O	0.0012	0.0047	0.0051
O	-0.0006	0.0003	-0.0016
O	-0.003	0.003	0.0111
O	-0.0061	-0.0025	-0.0034
O	0.0004	-0.0006	-0.0001
O	-0.0062	0.0064	-0.0055

The program warned: the cutoff lies below the one the program advises for these potential files; the forces do not sum to zero within the program's tolerance; the exchange-correlation potential is rough where the density is thin.
